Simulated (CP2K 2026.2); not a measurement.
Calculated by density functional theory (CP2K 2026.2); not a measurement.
Periodic cell of 504 atoms, Si360O144, from a study of silicon, its oxide and their interface. The atomic structure is a simulated model.
Doubt: the forces sum to 3.07 eV/angstrom along one axis rather than to zero, so they err by at least 0.0061 eV/angstrom per atom on average; the grid cutoff is modest.

Settings
functional: PBE
method: Gaussian and plane waves
basis set: DZVP-MOLOPT-SR-GTH
pseudopotentials: GTH-PBE
grid cutoff: 350 Ry, relative cutoff 50 Ry
k points: Gamma only
occupations: fixed
spin: none
net charge: 0

Cell vectors (angstrom)
a	16.32	0	0
b	0	16.32	0
c	-0.0976	-6.9586	33.8188

Atoms and the computed forces on them: element, x, y, z (angstrom), force x, y, z (eV/angstrom)
Si	1.059	15.221	0.084	0.191	-0.107	0.709
Si	3.785	1.799	0.005	0.095	-0.285	0.794
Si	1.388	3.815	0.022	-0.066	0.281	0.69
Si	4.243	6.681	0.144	-0.2	0.069	0.726
Si	1.032	2.801	33.763	0.183	-0.21	0.746
Si	4.234	5.205	33.732	-0.216	0.079	0.662
Si	7.141	14.597	0.108	-0.124	0.214	0.812
Si	9.889	0.954	0.068	-0.273	0.333	0.684
Si	6.415	-2.469	33.627	0.221	-0.369	0.734
Si	9.613	-0.487	33.787	0.005	0.206	0.697
Si	6.488	9.917	0.178	-0.089	-0.055	0.695
Si	9.324	12.367	0.181	0.198	-0.069	0.717
Si	12.231	15.145	0.304	0.063	-0.315	0.666
Si	15.143	1.022	0.315	0.051	0.066	0.726
Si	11.932	-2.62	33.714	0.087	-0.203	0.74
Si	14.63	6.978	0.038	0.291	-0.058	0.763
Si	12.539	9.281	0.151	-0.16	0.083	0.831
Si	15.244	11.984	0.094	-0.169	0.128	0.846
Si	2.722	0.075	1.27	0.002	0.027	-0.053
Si	5.447	2.861	1.24	0.022	0.011	-0.071
Si	2.636	5.417	1.295	-0.009	-0.01	-0.022
Si	5.404	8.242	1.424	0.018	-0.001	-0.017
Si	2.741	10.936	1.22	-0.014	0.004	-0.043
Si	5.473	13.588	1.396	0.004	-0.001	-0.087
Si	8.2	-0.041	1.34	-0.002	-0.006	-0.064
Si	10.923	2.709	1.256	0.003	0	-0.038
Si	8.147	5.383	1.298	-0.013	0.014	-0.041
Si	10.836	8.123	1.277	0.015	-0.018	-0.048
Si	8.082	10.944	1.533	-0.002	-0.005	-0.037
Si	10.96	13.52	1.412	-0.01	-0.005	-0.023
Si	13.657	-0.05	1.708	0.003	-0.009	-0.014
Si	16.3	2.674	1.473	-0.004	0.01	-0.036
Si	13.512	5.436	1.371	-0.021	0.001	-0.047
Si	16.308	8.143	1.26	-0.006	0.012	-0.052
Si	13.694	10.835	1.454	0.008	-0.008	-0.073
Si	0.001	13.605	1.418	-0.013	-0.016	-0.062
Si	1.399	1.345	2.778	0.019	-0.018	0.033
Si	4.071	4.129	2.689	-0.008	-0.023	0.022
Si	1.33	6.807	2.658	0.003	0.022	0.01
Si	4.006	9.576	2.72	-0.029	0.015	0.023
Si	1.426	12.253	2.693	0.01	-0.001	0.039
Si	4.079	15.014	2.64	-0.026	-0.018	0.022
Si	6.787	1.398	2.587	-0.015	-0.01	-0.001
Si	9.491	4.001	2.656	0.046	0.007	0.012
Si	6.841	6.836	2.675	-0.002	-0.011	0.009
Si	9.504	9.484	2.694	0.029	-0.011	0.016
Si	6.762	12.293	2.874	-0.016	0.021	0.053
Si	9.567	14.936	2.747	0.002	0.007	0.027
Si	12.247	1.448	2.791	-0.03	0.013	0.017
Si	14.915	4.094	2.72	-0.008	0	-0.002
Si	12.17	6.798	2.735	0.006	0.025	0.03
Si	15.035	9.462	2.768	-0.014	-0.008	0.041
Si	12.286	12.176	2.775	0.017	-0.011	0.011
Si	14.995	14.843	2.911	0.029	-0.021	0.038
Si	0.043	-0.023	4.146	0.01	0.01	-0.011
Si	2.758	2.738	4.087	0.004	0.006	-0.019
Si	16.301	5.458	4.049	0.003	0	-0.006
Si	2.678	8.169	4.055	0	0.005	-0.011
Si	0.06	10.876	4.08	-0.001	0.003	-0.022
Si	2.755	13.635	4.052	0.006	-0.009	-0.001
Si	5.447	0.042	4.004	0.007	0.01	-0.001
Si	8.136	2.686	4.038	0.015	0.001	0.008
Si	5.445	5.485	4.034	-0.012	0.009	-0.015
Si	8.173	8.148	4.087	-0.005	-0.012	0.011
Si	5.388	10.881	4.128	0.019	-0.001	0.005
Si	8.179	13.644	4.147	0.007	-0.007	-0.006
Si	10.885	0.024	4.098	0.011	-0.015	-0.013
Si	13.604	2.767	4.142	-0.01	0.001	0.029
Si	10.825	5.403	4.054	-0.013	-0.007	-0.008
Si	13.593	8.135	4.085	-0.02	0.006	-0.026
Si	10.878	10.83	4.077	-0.018	-0.001	-0.002
Si	13.592	13.52	4.194	-0.005	0.002	0.016
Si	1.36	-1.368	16.329	0.002	-0.006	-0.008
Si	4.097	1.329	16.293	-0.013	-0.01	-0.012
Si	1.349	4.075	16.272	-0.004	-0.007	-0.015
Si	4.06	6.81	16.287	0.002	-0.007	-0.013
Si	1.388	9.527	16.33	0.014	-0.008	-0.005
Si	4.06	12.226	16.332	0	-0.008	-0.004
Si	6.805	-1.365	16.364	-0.004	0.01	-0.001
Si	9.499	1.342	16.329	-0.004	0.009	-0.011
Si	6.829	4.062	16.281	-0.004	0	-0.011
Si	9.547	6.817	16.284	-0.002	0.011	-0.011
Si	6.818	9.575	16.294	0	0.022	-0.007
Si	9.525	12.277	16.368	0.016	-0.006	0
Si	12.223	-1.385	16.383	-0.004	0	0.005
Si	14.925	1.334	16.368	-0.007	-0.004	0.003
Si	12.256	4.06	16.32	-0.011	0.012	-0.006
Si	14.96	6.803	16.3	0.004	-0.006	-0.012
Si	12.257	9.544	16.299	0.009	0.009	-0.015
Si	14.947	12.252	16.335	-0.002	-0.018	-0.007
Si	2.733	-0.008	17.67	0.028	0.014	0.003
Si	5.522	2.637	17.62	0.013	-0.012	-0.03
Si	2.708	5.418	17.627	-0.003	0.017	0.023
Si	5.404	8.237	17.583	-0.006	-0.002	-0.018
Si	2.709	10.893	17.746	-0.009	0	0.001
Si	5.419	-2.745	17.683	-0.015	-0.005	0.009
Si	8.179	-0.018	17.748	-0.001	-0.013	0.01
Si	10.859	2.712	17.657	0.011	0.006	0.003
Si	8.165	5.47	17.61	0.005	-0.006	0.011
Si	10.922	8.169	17.641	-0.004	0.006	-0.012
Si	8.173	10.908	17.707	-0.022	-0.012	0.024
Si	10.853	-2.701	17.802	-0.019	0.001	0.005
Si	13.578	-0.052	17.763	0.007	-0.002	0.016
Si	-0.011	2.743	17.648	0.016	0.003	-0.009
Si	13.612	5.442	17.669	0.005	0.005	-0.001
Si	0.043	8.127	17.644	0.011	0.008	0.008
Si	13.574	10.908	17.694	-0.002	-0.012	0.004
Si	-0.008	-2.716	17.694	-0.006	0.014	-0.003
Si	1.36	1.388	18.972	-0.002	-0.002	-0.032
Si	4.155	4.029	18.853	-0.012	0.007	-0.029
Si	1.357	6.739	19.046	-0.019	-0.019	-0.021
Si	4.095	9.507	19.066	-0.003	0.006	-0.01
Si	1.312	12.265	19.096	0.021	-0.02	-0.011
Si	4.065	-1.39	19.048	0.002	-0.014	-0.042
Si	6.823	1.321	19.115	-0.032	0.035	-0.004
Si	9.516	4.123	18.98	0.002	0.011	-0.023
Si	6.793	6.91	18.868	0.012	0.002	-0.035
Si	9.607	9.544	19.002	0.015	0.019	-0.03
Si	6.763	12.235	19.074	-0.001	0.009	-0.02
Si	9.477	-1.345	19.217	0.043	-0.014	0.003
Si	12.135	1.309	19.051	-0.049	0.002	-0.019
Si	14.999	4.122	19.034	0.017	0.003	-0.012
Si	12.24	6.793	19.019	-0.012	-0.006	-0.017
Si	14.997	9.519	18.94	0.014	-0.004	-0.041
Si	12.226	12.239	19.14	0.008	-0.005	-0.016
Si	14.993	-1.406	19.131	-0.016	0.022	-0.02
Si	0.028	0.08	20.399	-0.017	0.012	0.049
Si	2.845	2.688	20.231	0.016	-0.022	0.044
Si	0.03	5.388	20.517	0.009	0.008	0.079
Si	2.754	8.098	20.381	0.01	0.005	0.038
Si	16.26	10.861	20.397	-0.012	-0.019	0.072
Si	2.638	-2.665	20.456	0.015	0.026	0.043
Si	5.476	-0.112	20.45	0.003	-0.016	0.073
Si	8.173	2.79	20.382	0.012	-0.009	0.04
Si	5.454	5.49	20.108	0.006	0.01	0.031
Si	8.179	8.205	20.248	-0.02	-0.015	0.041
Si	5.44	10.845	20.461	-0.006	-0.03	0.037
Si	8.058	-2.729	20.524	-0.012	-0.003	0.066
Si	10.803	0.041	20.626	0.009	0.025	0.051
Si	13.548	2.751	20.229	-0.004	0.018	0.046
Si	10.831	5.501	20.389	-0.026	0.011	0.055
Si	13.689	8.126	20.273	0.006	0.004	0.066
Si	10.894	10.835	20.513	0.004	-0.004	0.034
Si	13.628	-2.778	20.536	0.008	-0.01	0.046
Si	1.575	-0.996	21.795	-0.15	-0.206	-0.718
Si	3.898	1.105	21.613	0.095	0.137	-0.794
Si	1.795	4.214	21.602	-0.236	0.027	-0.685
Si	3.964	6.473	21.585	0.004	0.256	-0.666
Si	1.132	9.257	21.595	0.198	0.135	-0.802
Si	4.177	-3.911	21.685	-0.127	-0.196	-0.746
Si	6.422	-1.705	21.97	0.329	0.257	-0.763
Si	9.697	1.805	21.873	-0.178	-0.359	-0.736
Si	6.977	4.464	21.494	0.002	-0.181	-0.76
Si	9.195	6.66	21.66	0.253	0.077	-0.734
Si	7.137	9.711	21.683	-0.283	-0.032	-0.731
Si	9.249	-4.313	21.754	0.144	0.042	-0.727
Si	12.569	-1.073	21.765	-0.325	-0.209	-0.745
Si	14.707	1.279	21.576	0.253	0.123	-0.736
Si	12.038	3.894	21.565	0.073	0.2	-0.728
Si	15.192	7.07	21.747	-0.141	-0.371	-0.747
Si	12.516	9.541	21.672	-0.208	0.019	-0.642
Si	14.659	-4.488	21.859	0.096	0.172	-0.778
Si	2.867	7.273	31.682	-0.048	-0.19	0.187
Si	15.25	1.663	24.53	0.015	0.011	-0.141
Si	2.186	0.768	31.826	-0.008	0.167	0.07
Si	14.928	7.529	29.655	0.128	0.082	-0.019
Si	5.351	8.27	23.609	0.027	-0.109	-0.078
Si	15.723	-3.924	24.814	-0.092	-0.008	-0.129
Si	5.825	6.033	29.005	0.023	-0.045	-0.151
Si	11.706	-0.88	24.633	0.032	0.081	-0.02
Si	1.181	-4.316	28.728	0.092	0.083	0.118
Si	13.254	-4.631	31.825	-0.041	0.18	0.076
Si	16.22	-1.4	31.754	-0.006	-0.027	-0.035
Si	5.442	2.838	23.707	0.066	0.002	-0.157
Si	12.827	-1.818	27.42	-0.057	-0.093	-0.067
Si	12.422	4.852	24.406	-0.111	-0.02	-0.097
Si	9.604	-2.97	24.574	-0.084	0.053	-0.063
Si	10.423	-5.61	31.048	-0.062	-0.037	0.132
Si	1.315	6.519	29.121	-0.048	0.037	0.022
Si	11.058	7.701	23.842	0.055	-0.073	-0.129
Si	0.864	3.793	24.35	0.112	-0.085	0.016
Si	4.192	-2.675	26.676	0.12	0.075	-0.01
Si	4.409	-6.316	31.088	-0.178	0.002	-0.001
Si	3.933	-3.978	29.389	0.071	0.025	-0.06
Si	8.448	4.665	28.482	0.097	0.119	0.047
Si	6.365	0.363	29.396	-0.021	-0.101	0.009
Si	15.096	-5.711	29.659	-0.048	-0.087	0.08
Si	6.901	-1.807	25.058	-0.173	-0.059	-0.148
Si	5.597	6.624	25.946	0.08	-0.106	0.107
Si	8.087	1.344	31.833	-0.01	-0.196	0.065
Si	10.854	-4.213	27.021	0.061	-0.021	0.084
Si	2.038	-0.488	27.165	-0.02	-0.117	-0.039
Si	11.155	4.315	31.934	-0.016	-0.026	0.163
Si	8.752	-4.289	29.146	0.022	-0.036	0.107
Si	3.33	1.348	29.081	0.077	0.004	-0.016
Si	11.637	9.107	26.456	-0.043	0.077	-0.009
Si	10.076	2.633	29.967	0	0.035	-0.031
Si	15.975	7.76	26.979	0.031	-0.087	0.065
Si	8.288	0.428	26.869	-0.033	0.057	-0.019
Si	14.531	10.239	26.642	0.042	-0.05	-0.044
Si	6.421	-2.641	30.516	0.072	0.055	0.236
Si	8.275	2.414	24.598	0.027	0.066	-0.124
Si	3.083	10.352	23.622	0.031	0.044	-0.099
Si	3.536	4.428	25.666	0.011	0.013	-0.11
Si	9.826	7.004	27.384	-0.001	-0.143	-0.036
Si	6.542	8.254	30.924	0.177	-0.062	0.097
Si	15.863	-1.832	28.579	-0.022	0.156	0.131
Si	12.275	1.979	25.445	-0.027	-0.008	-0.135
Si	0.345	-1.08	24.689	0.097	-0.004	-0.141
Si	11.114	0.554	27.982	-0.025	0.051	-0.112
Si	8.19	5.184	25.622	0.114	0.038	-0.025
Si	15.053	5.975	24.55	-0.049	0.171	-0.057
Si	3.26	4.257	28.602	-0.046	0.159	-0.04
Si	13.314	6.524	31.922	0.091	-0.008	0.174
Si	2.174	-4.753	25.923	-0.012	0.083	0.148
Si	8.866	9.089	29.3	0.059	0.015	0.033
Si	1.403	14.946	5.475	0	-0.008	0.008
Si	4.109	1.37	5.429	-0.007	-0.015	0.004
Si	1.359	4.096	5.41	0	0.003	0.003
Si	4.075	6.822	5.406	0.014	0.013	0.007
Si	1.367	9.516	5.464	-0.001	0.006	0.006
Si	4.067	12.271	5.463	-0.003	0.004	0.007
Si	6.789	15.017	5.435	0.001	0.013	0.006
Si	9.494	1.358	5.441	-0.008	-0.004	0.012
Si	6.792	4.087	5.39	-0.003	0.002	-0.003
Si	9.508	6.775	5.442	0.017	0.002	0.014
Si	6.79	9.51	5.433	-0.008	0.001	0.01
Si	9.53	12.222	5.442	0.014	-0.002	0.004
Si	12.238	14.964	5.462	-0.01	0.006	0.008
Si	14.972	1.364	5.453	0.01	-0.007	0.008
Si	12.212	4.106	5.461	-0.003	0.008	0.005
Si	14.95	6.787	5.448	0.001	0.01	0
Si	12.244	9.497	5.451	0.006	-0.011	0.006
Si	14.996	12.183	5.486	0.001	-0.021	0.011
Si	2.754	0.007	6.807	0.012	-0.004	0.005
Si	5.454	2.735	6.787	0.004	-0.007	-0.003
Si	2.72	5.453	6.775	-0.003	0.004	-0.008
Si	5.433	8.157	6.795	0	0.005	0.001
Si	2.718	10.891	6.816	0.001	0	0.005
Si	5.445	13.629	6.798	-0.002	-0.002	-0.002
Si	8.145	0.021	6.82	-0.002	0.001	0.006
Si	10.861	2.721	6.799	0.004	-0.001	0.001
Si	8.142	5.425	6.792	0.001	0.005	-0.001
Si	10.877	8.138	6.8	0.002	-0.011	0.004
Si	8.155	10.873	6.794	-0.004	-0.009	-0.001
Si	10.878	13.593	6.808	0	0.011	-0.001
Si	13.608	0.002	6.81	-0.002	0.001	0.003
Si	0.014	2.732	6.795	0	-0.009	-0.003
Si	13.589	5.445	6.819	-0.01	-0.002	0.005
Si	-0.01	8.156	6.806	-0.005	0.008	0.001
Si	13.606	10.846	6.826	0.007	0.003	0
Si	0.019	13.588	6.818	0.006	-0.005	-0.003
Si	1.372	1.365	8.153	-0.002	0.001	-0.003
Si	4.078	4.088	8.142	0.006	-0.005	-0.005
Si	1.363	6.8	8.153	-0.001	0.001	-0.007
Si	4.086	9.526	8.159	0.017	0.012	0
Si	1.362	12.236	8.187	-0.006	-0.009	0.003
Si	4.093	-1.351	8.179	0	0.009	0
Si	6.797	1.384	8.174	0.004	0.008	0.001
Si	9.508	4.08	8.164	-0.005	0	-0.004
Si	6.791	6.793	8.154	-0.011	-0.006	-0.002
Si	9.518	9.512	8.152	0.009	-0.006	-0.006
Si	6.802	12.248	8.148	0.005	0.006	0.002
Si	9.511	-1.362	8.158	-0.008	-0.011	-0.002
Si	12.234	1.362	8.155	-0.004	-0.007	0
Si	14.961	4.077	8.158	-0.002	-0.001	-0.003
Si	12.235	6.801	8.18	0.008	0.01	0.006
Si	14.96	9.501	8.188	-0.014	-0.011	0.009
Si	12.247	12.236	8.162	0.01	0.003	-0.007
Si	14.969	-1.363	8.162	0.005	-0.001	-0.001
Si	0.009	0.002	9.517	0.001	-0.002	0.001
Si	2.726	2.725	9.514	0.002	-0.002	-0.002
Si	0.003	5.439	9.516	-0.001	0.002	-0.003
Si	2.722	8.163	9.514	-0.003	0.008	-0.005
Si	-0.004	10.878	9.536	-0.004	0.006	-0.001
Si	2.725	13.605	9.532	0.002	-0.007	-0.004
Si	5.445	0.014	9.532	0.005	-0.002	0.004
Si	8.161	2.727	9.536	-0.003	0.001	0.002
Si	5.435	5.438	9.518	0.003	0.001	0.001
Si	8.158	8.156	9.513	0.001	-0.002	0.002
Si	5.445	10.887	9.515	-0.011	-0.007	-0.002
Si	8.157	13.6	9.518	0.006	0.001	0.004
Si	10.879	-0.003	9.514	0.002	0.003	0
Si	13.601	2.716	9.516	0.003	0.004	-0.001
Si	10.871	5.436	9.527	0.007	-0.002	-0.002
Si	13.594	8.152	9.543	-0.001	-0.002	0.005
Si	10.879	10.877	9.516	-0.004	-0.004	0.001
Si	13.604	13.6	9.521	0.002	-0.002	0.004
Si	1.358	-1.359	10.89	0.005	0.002	0.004
Si	4.074	1.363	10.887	-0.001	0.005	0.003
Si	1.362	4.078	10.877	-0.005	0.003	-0.002
Si	4.079	6.802	10.876	0	-0.007	-0.004
Si	1.366	9.52	10.88	-0.004	-0.005	0
Si	4.085	12.242	10.882	0.008	-0.001	0.001
Si	6.806	-1.355	10.88	-0.006	0.003	0.003
Si	9.525	1.356	10.881	-0.004	0.002	-0.002
Si	6.798	4.086	10.888	-0.001	-0.004	0.002
Si	9.516	6.804	10.886	0.003	0	0.001
Si	6.806	9.525	10.875	0.007	0.006	-0.004
Si	9.521	12.242	10.876	-0.004	0.005	-0.001
Si	12.239	-1.361	10.879	-0.001	0.002	-0.003
Si	14.959	1.354	10.877	-0.002	-0.005	0
Si	12.24	4.073	10.877	-0.002	-0.001	0.003
Si	14.963	6.79	10.885	-0.003	0.004	0.003
Si	12.238	9.526	10.889	0.018	-0.004	0.003
Si	14.956	12.245	10.891	-0.002	-0.008	0.005
Si	2.718	-0.004	12.252	-0.001	-0.003	0.002
Si	5.44	2.718	12.24	0	-0.001	0
Si	2.718	5.443	12.236	0.001	0.004	0.003
Si	5.446	8.161	12.231	-0.009	0.002	-0.003
Si	2.72	10.885	12.24	0	-0.004	-0.002
Si	5.445	13.605	12.234	0.006	0.004	-0.004
Si	8.171	-0.005	12.242	0.006	0	0.001
Si	10.89	2.708	12.239	0.007	-0.002	-0.004
Si	8.162	5.442	12.249	-0.006	0	0.003
Si	10.878	8.168	12.247	-0.002	0.003	0.004
Si	8.159	10.891	12.24	0	-0.009	0.003
Si	10.878	13.602	12.241	0.004	-0.005	0.005
Si	13.599	-0.005	12.243	0.001	0.005	0.005
Si	0.003	2.712	12.235	0	0.002	0.001
Si	13.6	5.43	12.239	0.005	-0.002	0
Si	-0.001	8.165	12.232	0.006	-0.002	-0.003
Si	13.596	10.888	12.251	-0.004	0.003	0.002
Si	-0.008	13.604	12.255	-0.007	-0.006	0.001
Si	1.35	1.35	13.61	0	0	0.004
Si	4.078	4.078	13.592	-0.001	0.006	-0.001
Si	1.354	6.807	13.588	-0.011	0.01	0.001
Si	4.093	9.529	13.586	0.007	-0.012	0.002
Si	1.352	12.236	13.606	0.006	-0.001	0.007
Si	4.082	-1.375	13.604	0.01	-0.003	-0.001
Si	6.8	1.348	13.59	-0.007	0.002	0
Si	9.538	4.075	13.592	0.005	-0.009	0
Si	6.8	6.805	13.605	0.01	-0.003	0.004
Si	9.523	9.542	13.603	-0.006	0.005	0.002
Si	6.808	12.264	13.602	-0.017	0.003	-0.002
Si	9.527	-1.36	13.613	-0.006	0.006	0.008
Si	12.234	1.342	13.612	0.003	0.004	0
Si	14.953	4.059	13.595	0.006	0.005	0.004
Si	12.25	6.804	13.593	0.002	-0.004	0.004
Si	14.972	9.53	13.597	0.002	-0.007	-0.005
Si	12.233	12.248	13.609	0.004	-0.006	0
Si	14.948	-1.357	13.621	-0.004	0	0.001
Si	-0.014	0	14.988	-0.002	0.001	0.009
Si	2.729	2.707	14.948	0.008	0.008	-0.005
Si	-0.013	5.439	14.931	0.001	0.002	0
Si	2.72	8.177	14.932	0.005	0.003	0.002
Si	-0.001	10.882	14.983	-0.003	0.003	0.004
Si	2.712	-2.729	14.966	0.005	-0.001	-0.004
Si	5.459	-0.029	14.955	-0.004	0.008	0
Si	8.176	2.702	14.932	0.005	0.001	-0.002
Si	5.437	5.434	14.956	-0.012	-0.008	-0.001
Si	8.164	8.18	14.95	-0.001	0.004	0.001
Si	5.438	10.907	14.944	0.001	-0.009	0.002
Si	8.166	-2.707	14.984	-0.003	-0.003	0.007
Si	10.884	-0.017	14.993	0.002	0.002	0.004
Si	13.601	2.693	14.965	0.005	-0.006	0.005
Si	10.903	5.434	14.952	0.005	-0.005	0.003
Si	13.611	8.174	14.945	0	0.01	-0.005
Si	10.869	10.908	14.98	0	-0.004	0.001
Si	13.58	-2.716	14.982	-0.005	-0.006	0.001
O	6.671	2.204	24.524	-0.313	-0.585	0.285
O	15.863	-2.371	25.257	-0.32	0.06	0.553
O	7.891	4.404	26.998	-0.184	-0.54	-0.167
O	1.474	3.317	22.932	-0.047	-0.562	-0.07
O	13.034	7.844	32.802	0.221	0.484	-0.225
O	2.864	5.369	22.098	-0.04	0.043	0.3
O	1.077	-0.355	32.072	0.133	-0.067	0.108
O	6.735	-1.256	23.521	0.025	0.248	0.009
O	8.03	-2.986	24.988	-0.22	-0.55	0.208
O	10.948	9.191	33.662	0.038	0.059	-0.383
O	13.477	1.186	33.409	0.153	0.171	-0.564
O	3.37	-1.425	27.323	0.302	0.036	0.219
O	14.522	5.676	32.563	0.248	0.102	-0.538
O	16.134	9.353	33.454	0.033	-0.031	-0.198
O	6.407	8.093	32.514	-0.391	0.156	-0.042
O	9.419	-5.656	32.333	-0.464	0.296	-0.207
O	11.935	3.12	32.66	0.096	-0.019	-0.441
O	10.887	8.777	25.047	-0.273	0.481	-0.245
O	12.267	-1.573	23.285	-0.059	-0.363	0.168
O	0.364	-5.336	29.674	0.105	-0.338	0.396
O	14.922	-0.775	32.484	-0.254	-0.172	-0.433
O	10.937	2.829	22.136	-0.004	0.062	0.499
O	5.281	-1.313	33.413	-0.141	-0.027	-0.434
O	12.125	-3.301	27.524	0.329	-0.191	0.346
O	9.671	5.756	28.425	0.531	-0.064	0.283
O	4.472	-5.437	32.431	0.518	0.264	-0.065
O	3.094	-3.432	25.768	-0.284	0.173	-0.284
O	7.052	1.099	30.644	-0.191	0.195	-0.125
O	-0.083	6.601	29.948	-0.125	-0.459	0.184
O	10.771	-1.539	33.246	0.109	-0.153	-0.555
O	1.531	7.532	32.562	-0.327	-0.348	-0.376
O	8.058	5.554	22.079	0.023	0.129	0.29
O	2.744	0.086	22.171	-0.029	0.191	0.221
O	5.285	-2.845	22.216	0.033	-0.182	0.499
O	4.652	1.69	22.92	0.049	-0.316	0.316
O	14.436	-5.617	28.185	-0.198	0.208	-0.138
O	9.685	7.402	23.034	-0.166	0.315	0.347
O	0.407	-2.748	32.509	-0.13	-0.453	-0.331
O	6.288	-1.18	29.85	-0.113	-0.215	-0.214
O	8.187	6.557	33.491	0.011	-0.105	-0.506
O	0.068	-3.299	28.169	-0.095	-0.358	-0.582
O	12.653	-1.332	25.871	0.615	0.057	-0.11
O	7.294	2.263	32.862	0.211	-0.131	0.03
O	15.132	2.034	22.956	0.208	0.486	0.062
O	11.569	6.239	24.364	-0.056	-0.203	0.067
O	0.676	-0.818	28.004	-0.052	0.167	-0.109
O	2.533	0.624	30.274	-0.044	-0.253	-0.245
O	7.183	5.203	29.332	0.052	-0.311	0.548
O	1.046	7.425	27.776	0.361	0.284	-0.232
O	8.189	10.842	22.231	-0.075	-0.149	0.467
O	-0.076	3.939	33.367	-0.12	-0.085	-0.26
O	3.684	6.051	32.416	-0.03	0.025	-0.391
O	3.53	0.467	32.658	0.35	0.236	-0.324
O	13.674	0.099	22.011	0.119	-0.082	0.123
O	2.455	-4.182	33.359	-0.032	0.033	-0.306
O	14.372	-1.742	27.935	0.003	-0.032	-0.304
O	9.935	-4.288	30.258	0.357	0.75	0.229
O	4.163	5.909	25.757	-0.256	0.429	0.159
O	3.6	3.751	27.116	0.006	-0.385	0.163
O	12.702	-3.196	32.371	0.215	0.377	-0.375
O	8.911	8.223	27.941	-0.279	0.133	-0.371
O	6.895	-2.756	32.077	0.21	-0.326	-0.345
O	2.984	10.359	25.229	0.27	-0.381	0.311
O	6.731	8.82	22.993	0.366	-0.261	0.385
O	15.859	9.304	26.491	0.456	0.254	-0.348
O	12.801	4.486	22.874	0.339	0.001	-0.007
O	4.503	5.134	29.118	0.004	0.111	0.22
O	15.303	-3.971	23.257	0.327	0.351	0.076
O	3.452	-4.517	23.014	-0.324	0.302	0.306
O	5.511	-2.285	25.793	0.068	-0.009	-0.072
O	12.048	8.482	22.822	0.209	-0.224	0.185
O	4.382	3.523	24.673	-0.226	-0.276	0.165
O	15.859	-1.654	30.201	-0.083	0.043	-0.073
O	3.763	-5.539	29.825	-0.496	-0.361	-0.143
O	8.047	8.227	30.39	0.382	-0.448	0.101
O	14.259	-4.639	30.555	0.208	0.302	-0.39
O	7.284	0.664	28.107	0.07	0.344	-0.06
O	9.389	2.117	31.319	0.354	0.189	0.321
O	5.341	4.043	33.307	0.054	-0.29	-0.334
O	15.792	6.841	25.68	0.418	0.111	0.087
O	8.674	0.003	32.531	-0.346	-0.057	-0.079
O	15.571	0.098	24.657	-0.385	-0.123	0.361
O	13.782	5.218	25.201	0.05	-0.337	0.568
O	5.909	9.694	30.596	0.39	0.333	-0.239
O	6.779	5.822	25.164	-0.041	-0.098	-0.451
O	12.049	-0.716	28.323	0.275	-0.172	0.58
O	16.094	4.904	23.981	-0.127	0.143	-0.22
O	8.661	4.014	24.592	0.539	0.317	-0.231
O	9.255	6.387	25.968	0.417	0.275	-0.525
O	11.768	3.5	25.077	-0.585	0.07	0.332
O	6.057	3.939	22.717	-0.204	0.071	0.273
O	10.185	-1.453	24.752	-0.213	0.464	0.35
O	7.511	-3.385	29.587	-0.171	0.215	-0.27
O	11.812	1.588	26.941	0.221	0.379	0.428
O	4.932	-3.286	30.447	-0.309	0.012	0.199
O	14.565	6.793	23.237	-0.622	-0.056	0.335
O	9.75	4.615	32.676	-0.196	-0.333	-0.414
O	5.674	7.135	30.161	-0.236	-0.072	0.345
O	1.695	9.862	22.989	-0.124	0.294	0.499
O	3.677	8.657	31.582	-0.049	0.02	0.147
O	1.585	-0.583	25.611	0.381	0.036	-0.183
O	11.294	7.722	27.287	0.598	-0.2	0.501
O	11.014	3.868	30.395	0.432	0.266	-0.505
O	13.667	6.882	30.4	-0.313	-0.059	-0.348
O	8.201	-5.803	28.938	-0.604	0.05	-0.426
O	1.834	-5.09	27.461	0.101	-0.399	0.179
O	0.854	-4.571	25.03	0.226	0.028	-0.317
O	0.904	-1.451	23.211	-0.185	-0.42	0.137
O	0.157	2.553	25.112	0.388	0.019	0.542
O	2.581	0.949	27.694	-0.231	0.313	-0.354
O	4.848	6.907	22.893	0.355	-0.139	0.448
O	11.699	0.754	24.511	-0.3	-0.005	-0.263
O	2.376	-3.475	29.45	-0.136	0.315	0.074
O	13.548	10.683	22.266	-0.12	0.056	0.287
O	7.537	-0.619	25.921	-0.01	0.113	0.05
O	1.847	5.06	28.649	-0.17	-0.19	-0.01
O	15.043	9.069	30.173	0.035	0.212	0.587
O	9.789	-3.513	23.064	0.393	0.239	0.147
O	5.93	6.726	27.53	0.35	0.478	0.156
O	10.27	9.422	30.059	0.55	-0.311	-0.016
O	4.887	0.924	29.079	0.053	-0.137	-0.121
O	9.718	-0.071	27.444	-0.059	-0.389	0.137
O	14.656	-4.767	25.699	-0.623	0.027	0.065
O	0.038	8.157	22.072	-0.089	-0.12	0.291
O	8.689	1.741	26.003	0.26	0.186	0.274
O	13.226	9.35	26.239	0.12	-0.27	-0.312
O	11.965	-5.52	31.458	0.248	-0.615	-0.172
O	14.084	-5.313	33.004	-0.013	-0.078	-0.177
O	8.974	1.657	23.34	-0.269	-0.301	0.185
O	14.758	7.513	28.041	-0.53	-0.218	-0.167
O	10.537	-3.934	25.467	0.385	-0.489	-0.43
O	1.606	2.193	32.348	0.042	0.143	-0.368
O	3.169	2.908	29.458	-0.188	0.083	0.443
O	1.993	4.496	25.241	-0.289	0.351	0.301
O	11.107	10.492	27.154	0.034	-0.13	0.182
O	4.565	-3.673	27.916	0.554	-0.41	-0.175
O	4.253	9.359	23.202	0.113	-0.039	-0.492
O	5.496	8.058	25.203	0.038	0.589	0.343
O	13.888	1.995	25.32	0.066	0.263	0.414
O	9.497	-3.783	27.804	-0.103	0.568	-0.135
O	2.46	6.994	30.149	0.345	-0.067	-0.252
O	10.872	1.408	29.32	0.344	-0.087	0.424
O	11.96	5.687	31.975	-0.142	0.097	-0.206
O	8.952	3.232	28.988	-0.481	-0.479	-0.128

Results
total energy: -101654.739 eV
total energy less fixed offsets of O -438.35, Si -107.03 eV per atom: -1.539 eV
